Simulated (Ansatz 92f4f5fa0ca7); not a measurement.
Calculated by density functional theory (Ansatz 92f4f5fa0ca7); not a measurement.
Periodic cell of 189 atoms, Si117O72, from a study of silicon, its oxide and their interface. The atomic structure is a simulated model.

Settings
functional: PBE
potential files: Ansatz PAW
basis: plane waves
wave-function cutoff: 700 eV
density cutoff ratio: 5
exchange-correlation grid ratio: 2
k mesh: 2 x 2 x 1, shifted by 0.5 0.5 0.5 of a step
self-consistency stop: 5e-08 eV per atom in the density residual
occupations: Fermi-Dirac, 0.05 eV
spin: none
net charge: 0

Cell vectors (angstrom)
a	11.5983	0	0
b	0	11.5983	0
c	4.2343	0.4253	25.6361

Atoms and the computed forces on them: element, x, y, z (angstrom), force x, y, z (eV/angstrom)
Si	-1.9854	-1.8027	-0.3309	0.0627	-0.1593	0.0138
Si	-2.5906	3.536	-0.4433	-0.1932	0.0344	-0.0595
Si	-2.2961	6.642	0.071	-0.0721	0.2084	-0.1477
Si	1.9359	-2.1065	-0.4724	0.1662	-0.2448	-0.2578
Si	1.6365	3.3321	-0.1048	-0.0008	0.2504	-0.1933
Si	1.618	6.4178	0.232	-0.1534	-0.0933	-0.2364
Si	5.858	-1.4046	0.0477	0.1362	-0.082	-0.0477
Si	5.27	2.7974	-0.0337	-0.0573	0.0145	-0.146
Si	5.1958	5.8519	0.0991	0.0605	0.0435	-0.0271
Si	-0.0473	-1.3969	0.9504	0.0558	-0.0881	-0.1702
Si	-0.4785	2.7886	0.9183	0.1322	0.2055	-0.2898
Si	-0.3916	6.503	1.4357	0.1494	0.0188	-0.2367
Si	3.6832	-1.3845	1.0745	0.0635	-0.0091	-0.1176
Si	3.406	2.6854	1.3715	0.0231	0.0657	-0.247
Si	3.4908	6.3657	1.6025	0.0832	-0.0684	-0.2297
Si	7.7929	-1.2107	1.256	0.0319	-0.1216	-0.1938
Si	7.3594	2.7431	1.1705	-0.0614	0.0113	-0.2639
Si	7.2726	6.5412	1.2633	-0.1264	-0.2921	-0.1999
Si	-0.2497	0.6995	2.2683	-0.0354	-0.0262	-0.2375
Si	-0.3936	4.495	2.6315	-0.0663	-0.0254	-0.0089
Si	-0.2203	8.4929	2.6306	0.0012	0.0459	0.0532
Si	3.5146	0.6019	2.4739	0.0032	-0.1558	-0.0136
Si	3.5055	4.4669	2.8735	-0.037	-0.0354	0.3281
Si	3.6463	8.4348	2.6671	0.1302	0.1015	0.0879
Si	7.5858	0.7618	2.5094	-0.0197	0.081	-0.0068
Si	7.3663	4.5926	2.6594	-0.0114	0.181	-0.0218
Si	7.4823	8.4734	2.6295	-0.0949	-0.0477	0.0755
Si	-2.0892	0.6967	3.8444	-0.1119	0.039	0.0199
Si	-2.2862	4.5493	4.0299	0.0358	-0.1222	-0.0516
Si	-2.1792	8.4515	3.9889	0.0509	0.0273	-0.0201
Si	1.5871	0.6601	3.8452	0.0802	-0.0217	-0.031
Si	1.5157	4.5356	4.0716	0.0028	-0.2102	0.0337
Si	1.6866	8.4353	4.0096	-0.034	0.0872	-0.0908
Si	5.5312	0.6598	3.8151	0.0306	0.0089	-0.0954
Si	5.4945	4.5566	4.0984	0.0461	-0.0197	-0.0254
Si	5.5672	8.4575	4.0193	-0.0022	0.1452	-0.1009
Si	-2.1864	10.4155	5.3182	-0.0423	0.0679	-0.0334
Si	-2.2047	2.5576	5.3121	0.1254	-0.0087	-0.0307
Si	-2.2068	6.5172	5.3554	0.0236	-0.0339	-0.0509
Si	1.6368	10.3796	5.3349	-0.0718	-0.076	-0.0091
Si	1.6042	2.5449	5.3071	-0.0736	0.0815	0.0016
Si	1.6106	6.5136	5.3793	0.033	0.0509	0.0293
Si	5.5363	10.4002	5.3275	-0.0494	-0.1336	-0.0063
Si	5.4997	2.5352	5.2855	0.0534	0.0676	-0.0062
Si	5.513	6.5393	5.3836	-0.0083	0.0364	0.0647
Si	-0.2793	10.3875	6.7348	-0.0004	-0.0701	0.0274
Si	-0.2889	2.5663	6.7028	0.0035	-0.0074	-0.0347
Si	-0.303	6.5255	6.7565	-0.0082	-0.0037	0.0507
Si	3.5874	10.3524	6.7005	0.0301	0.071	0.0262
Si	3.5618	2.5755	6.6416	0.0018	0.0198	-0.0434
Si	3.5628	6.542	6.732	0.0362	-0.026	0.0045
Si	7.4669	10.3978	6.6984	-0.0054	0.0348	0.0076
Si	7.4318	2.5359	6.6368	-0.064	-0.0673	-0.0587
Si	7.4582	6.5386	6.714	0.0232	0.0011	0.0167
Si	-0.201	0.6976	8.1377	-0.0802	0.0015	0.1187
Si	-0.2968	4.5215	8.0131	0.0839	0.0107	0.0058
Si	-0.3526	8.4664	8.14	0.106	0.0486	-0.0616
Si	3.5947	0.6835	8.0434	-0.0415	0.0183	0.0318
Si	3.5698	4.5398	7.9692	-0.0108	-0.0692	0.0009
Si	3.5656	8.4512	8.1693	-0.0542	0.0167	0.1193
Si	7.3701	0.6939	8.1005	0.0919	-0.0501	0.1197
Si	7.4234	4.511	7.917	0.0795	0.0404	0.0248
Si	7.5291	8.4714	8.1023	-0.139	-0.0228	-0.0524
Si	9.367	0.6879	9.3397	-0.0522	-0.0687	-0.2774
Si	9.3202	4.5633	9.2959	-0.1058	-0.0197	-0.2696
Si	9.3763	8.4496	9.6186	-0.0105	0.0214	0.2068
Si	1.8006	0.686	9.5409	0.0126	-0.0675	0.0214
Si	1.6556	4.5036	9.3437	0.015	0.0632	-0.2191
Si	1.5395	8.4806	9.534	-0.0036	0.0289	-0.0452
Si	5.4099	0.7088	9.5259	0.003	-0.0646	0.0907
Si	5.5187	4.5021	9.2952	0.0347	0.0329	-0.1879
Si	5.6164	8.4732	9.4654	0.0791	0.0472	-0.0485
Si	9.3909	10.5441	10.875	0.0466	0.0901	0.1498
Si	9.3422	2.637	10.5852	0.063	-0.0266	0.3017
Si	9.2786	6.3245	10.8369	0.0329	-0.0337	0.1846
Si	1.7088	10.3867	11.0169	-0.0339	-0.0239	0.2022
Si	1.8359	2.6921	10.8442	0.1079	0.0963	0.3324
Si	1.4682	6.3995	10.6939	-0.076	-0.1228	0.2603
Si	5.5436	10.3708	10.9363	0.0174	0.032	0.0637
Si	5.4554	2.7265	10.8401	-0.18	0.0756	0.1857
Si	5.5904	6.4065	10.6328	0.0722	-0.0565	0.1994
Si	-0.2966	11.1153	12.191	0.0701	0.151	0.2954
Si	-0.2734	2.6031	11.8103	-0.1036	-0.0004	0.42
Si	-0.4117	5.6511	12.0941	0.0765	-0.0089	0.3036
Si	3.6958	9.5895	12.2755	-0.0437	-0.1943	0.4063
Si	3.6921	3.4721	12.3788	0.0913	-0.0129	0.3506
Si	3.5405	6.4745	11.7238	-0.0561	0.0689	0.3244
Si	7.4924	11.0211	12.2261	-0.0113	0.1208	-0.0263
Si	7.4689	2.6786	12.013	0.0314	-0.0326	0.0841
Si	7.3475	5.9254	12.2268	-0.0393	-0.1211	0.0616
Si	7.6546	-3.139	14.2519	0.1089	0.0256	0.0042
Si	9.7574	8.297	23.8727	-0.0652	0.1422	-0.0975
Si	2.577	2.2227	17.8607	-0.0944	0.0237	0.0972
Si	9.5249	6.7561	17.3493	0.0356	0.0949	0.2075
Si	3.3306	10.7374	15.1411	-0.1953	0.0374	0.3241
Si	8.7712	5.9078	20.0779	-0.0707	0.0074	-0.0428
Si	3.0406	12.1728	22.773	-0.012	-0.0999	-0.2635
Si	6.8225	8.5356	20.067	-0.0447	-0.1118	-0.0908
Si	12.216	2.5733	22.3963	0.0578	0.0359	-0.1556
Si	7.3853	8.743	17.1222	0.1741	-0.0133	0.3511
Si	5.3695	14.1891	22.8477	-0.0247	0.1552	-0.3084
Si	5.3497	2.085	17.9572	-0.0304	-0.0499	0.168
Si	1.3448	4.005	19.8535	0.0564	0.0684	-0.1931
Si	7.774	10.3706	22.4768	0.0671	-0.0831	-0.2862
Si	11.0472	7.2314	21.5494	-0.0332	0.041	-0.3459
Si	11.7214	9.3977	19.7094	-0.0566	0.0699	-0.0814
Si	3.9115	2.2609	15.3765	-0.1339	-0.0663	0.2534
Si	15.6655	4.7647	21.3722	0.0243	0.13	-0.1827
Si	11.8366	9.8649	15.0175	0.0276	-0.0459	0.2993
Si	9.6687	12.6323	23.3259	-0.0597	-0.0379	0.0819
Si	10.5684	7.2445	14.8122	0.1448	-0.0554	0.2942
Si	10.1109	9.7687	17.4225	0.0397	0.047	0.1575
Si	3.8936	-0.4599	17.9451	-0.021	-0.0139	0.1882
Si	3.9318	7.5106	20.9131	0.07	-0.0241	-0.2003
Si	14.4265	-1.4389	20.5993	-0.1775	-0.1532	-0.2291
Si	1.5342	6.821	19.6056	0.0741	0.0791	-0.1758
Si	6.5675	3.62	20.25	0.0522	0.2387	-0.126
O	12.5337	3.4001	23.7783	0.1998	0.1542	0.2757
O	8.8852	9.2857	22.9547	0.0359	-0.067	-0.0687
O	2.4223	11.2262	23.9654	-0.1044	-0.2513	0.1257
O	-2.3386	5.173	-0.7738	-0.0072	-0.3191	0.1642
O	15.0797	-0.249	21.4443	0.006	0.1696	0.3332
O	3.6213	-1.4956	19.1714	0.0067	0.0874	-0.0093
O	1.9242	13.2168	22.2251	0.0016	-0.0246	0.0661
O	1.0051	5.3881	18.9988	0.0492	-0.055	0.1356
O	1.7293	7.8251	-0.688	0.0948	0.4	0.2598
O	11.0264	7.6156	23.1128	-0.0185	0.115	0.2423
O	4.4547	12.8802	23.1869	0.0135	-0.0276	0.1694
O	4.9165	1.8261	-1.3439	0.0817	0.1047	0.2003
O	7.8842	7.2866	20.1058	0.0035	0.038	0.0459
O	4.5883	6.6781	-1.2124	0.0864	-0.0299	-0.0129
O	10.872	13.2468	22.4212	-0.1043	-0.0101	0.0414
O	3.6184	12.3163	15.0031	0.0764	0.0355	-0.1139
O	3.9182	6.2768	21.9707	0.0001	-0.0885	0.0596
O	11.04	6.5019	13.4793	0.0233	-0.1361	-0.1635
O	-0.3675	4.058	12.6725	0.0942	0.2841	-0.5312
O	3.968	2.7012	18.5944	0.0033	-0.1027	-0.1214
O	3.1702	6.9238	19.5674	-0.0431	0.0331	0.0868
O	3.9919	10.0528	13.8403	0.0292	-0.0277	-0.3887
O	5.446	7.9645	20.6675	-0.0334	0.0151	0.0452
O	4.0109	2.9975	13.9475	-0.0566	0.1034	-0.4958
O	11.1958	10.2468	13.5822	-0.0309	0.1873	-0.2627
O	3.5634	5.1136	12.7004	0.0583	-0.3866	-0.4005
O	7.5734	9.8507	13.3991	-0.1104	0.0796	0.1121
O	7.4401	4.2836	12.7614	-0.0461	-0.0108	-0.3316
O	6.5072	-2.6482	18.4958	0.0821	-0.0382	-0.0924
O	8.5072	9.9579	17.2368	-0.0715	-0.1176	-0.0549
O	9.2351	8.186	14.6279	-0.1983	0.073	-0.0949
O	5.2667	0.4403	18.157	-0.0565	0.0951	-0.0779
O	3.5932	7.9293	12.5489	-0.0058	0.3919	-0.4086
O	14.3731	4.2522	20.5648	0.0038	-0.0352	0.0778
O	2.6003	0.5752	17.8647	0.0218	0.0644	-0.0265
O	3.0737	8.7821	21.4373	0.0118	0.0227	0.0575
O	7.174	7.1122	13.4234	-0.0218	-0.2965	-0.1164
O	0.9931	8.2133	18.9328	-0.006	-0.0616	0.0029
O	9.5514	5.7608	18.6331	-0.0035	0.0107	-0.0826
O	10.3405	8.1549	17.5874	-0.0032	-0.0638	0.0074
O	-0.3286	12.7482	12.6855	0.1545	-0.2626	-0.522
O	7.2817	9.8305	20.9857	0.049	0.1493	0.2787
O	6.7516	-2.8186	15.612	0.0412	-0.0384	-0.2645
O	3.9746	10.2511	16.5728	-0.017	0.0363	-0.1873
O	11.8212	8.238	15.1794	-0.0552	-0.0648	-0.0848
O	-2.1327	8.1521	-0.7447	-0.129	0.0239	0.2965
O	6.3451	2.5595	21.5035	-0.0654	-0.0694	0.1959
O	10.2146	6.1385	15.9987	0.0101	0.1614	-0.1948
O	1.3468	2.8165	18.7247	-0.0043	0.0242	0.0391
O	2.6368	2.7751	16.3097	0.1452	-0.0936	-0.0973
O	1.7351	10.4434	15.1549	0.0404	0.0166	-0.0525
O	11.9729	3.5419	21.0824	-0.0127	-0.0925	0.2081
O	6.5568	2.7823	18.8182	0.0063	-0.0105	0.0077
O	2.3308	-1.5902	-2.039	-0.3504	-0.0785	0.4959
O	7.4833	12.6641	12.7492	-0.1013	0.1006	-0.3594
O	12.5592	6.7687	21.1549	-0.1002	-0.0085	0.0838
O	7.9693	7.2042	17.1715	-0.0435	0.0666	-0.0839
O	12.812	-1.2223	20.4322	0.0865	-0.0379	0.0723
O	10.3025	11.5036	24.307	-0.0478	-0.0103	0.2233
O	7.9392	4.5207	20.337	-0.0532	-0.0849	0.0438
O	6.2584	14.4876	24.1661	-0.0272	0.0247	0.2604
O	9.9296	6.0843	21.2173	0.0288	0.0315	0.0902
O	8.5018	11.8632	22.4293	0.0471	0.1031	0.0829
O	4.3031	15.4108	22.6572	-0.0117	-0.1099	0.1074
O	10.7099	8.6174	20.724	0.0965	-0.1017	0.1108
O	16.9443	4.7049	20.3462	0.0066	-0.1231	0.0701
O	10.3455	9.0537	25.1823	-0.0724	0.1941	-0.0708
O	5.355	4.3545	-0.6046	0.0257	0.0885	0.4293
O	5.281	2.394	16.3262	-0.0585	0.0301	-0.1561
O	10.8986	10.4836	16.2003	0.0396	-0.0468	-0.161
O	10.7865	10.3687	18.7872	0.0448	-0.1279	-0.0789
O	1.6725	4.9544	-0.6079	0.0029	-0.1653	0.4375

Results
free energy: -115332.065 eV
free energy less fixed offsets of O -569.03, Si -635.61 eV per atom: 4.465 eV
pressure: -0.73 GPa
stress xx, yy, zz, yz, xz, xy (GPa, positive in tension): -0.34, 2.07, 0.45, 0.09, -0.01, 0.5

The program warned: the cutoff lies below the one the program advises for these potential files.
